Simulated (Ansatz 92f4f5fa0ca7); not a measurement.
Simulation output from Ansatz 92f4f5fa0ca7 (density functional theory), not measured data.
Periodic cell of 237 atoms, Si146O90P1, from a study of silicon, its oxide and their interface. The atomic structure is a simulated model.
Doubt: the cutoff is far below the 930 eV that the study's wrapper takes by default for these files, so forces and energies are approximate.

Settings: functional PBE; potential files Ansatz PAW; basis plane waves; wave-function cutoff 580 eV; density cutoff ratio 5; exchange-correlation grid ratio 1; k mesh 1 x 1 x 1, Gamma-centred; self-consistency stop 5e-08 eV per atom in the density residual; occupations fixed; spin none; net charge +1 e, with a uniform compensating background and no finite-size correction.

Cell vectors (angstrom)
a 11.6015 0 0
b 0 10.938 0
c 0 0 32.0622

Atoms: element, x, y, z (angstrom)
Si -0.1849 -0.0645 23.2724
Si 3.6695 0.2062 23.1176
Si 7.5545 -0.1399 23.4509
Si 1.69 1.3878 23.4184
Si 5.7366 1.4051 23.1952
Si 9.4453 1.2213 23.368
Si 0.163 5.3161 23.4688
Si 4.1255 5.2994 23.4026
Si 8.0365 5.6027 23.559
Si 2.1625 6.5855 23.3852
Si 5.9749 6.769 23.4784
Si 10.0095 6.8677 23.6086
Si 1.9047 2.6689 25.3896
Si 5.8345 2.6554 25.2584
Si 9.632 2.6822 25.2704
Si 11.5966 4.0047 25.3926
Si 3.8971 3.9722 25.3277
Si 7.7457 4.0886 25.3549
Si 1.9732 8.1533 25.2012
Si 5.7747 8.1713 25.3612
Si 9.7145 8.2691 25.4387
Si 11.6422 9.5675 25.2696
Si 3.8637 9.5901 25.0793
Si 7.6906 9.5201 25.4156
Si 11.6503 -0.007 27.2138
Si 3.9047 -0.0513 27.123
Si 7.7602 -0.0205 27.298
Si 1.9877 1.3134 27.2868
Si 5.8335 1.3221 27.2064
Si 9.6939 1.3316 27.218
Si 11.5916 5.4716 27.2424
Si 3.8475 5.4225 27.2188
Si 7.7158 5.4654 27.276
Si 1.9375 6.8238 27.1792
Si 5.7606 6.801 27.2747
Si 9.6575 6.8223 27.2983
Si 1.9474 2.7233 29.1884
Si 5.7964 2.7218 29.1286
Si 9.6793 2.7283 29.1482
Si 0.0119 4.0973 29.1681
Si 3.865 4.0911 29.174
Si 7.7326 4.0886 29.1947
Si 1.9414 8.1891 29.123
Si 5.7927 8.1853 29.1918
Si 9.6717 8.1962 29.2235
Si 0.0076 9.5567 29.1493
Si 3.8754 9.5586 29.1059
Si 7.7347 9.5457 29.2166
Si 0.0022 0.0013 31.0933
Si 3.8626 0.0074 31.066
Si 7.7297 0.0072 31.1203
Si 1.9303 1.3702 31.1176
Si 5.7979 1.37 31.0688
Si 9.6675 1.3624 31.0961
Si 0.0087 5.4694 31.0981
Si 3.8694 5.4777 31.1014
Si 7.739 5.4682 31.1302
Si 1.9374 6.8405 31.0748
Si 5.8034 6.8325 31.1193
Si 9.6771 6.8272 31.1459
Si 1.9315 2.7518 0.9892
Si 5.795 2.7494 0.9305
Si 9.6667 2.7364 0.9747
Si -0.0139 4.1086 0.9632
Si 3.8654 4.1171 0.9792
Si 7.7402 4.1107 1.005
Si 1.9292 8.2185 0.9447
Si 5.7995 8.227 0.9686
Si 9.6655 8.2225 1.0092
Si -0.005 9.5918 0.985
Si 3.8615 9.59 0.9644
Si 7.7375 9.5818 0.9918
Si 11.6089 0.0393 2.9193
Si 3.8548 0.0251 2.9182
Si 7.739 0.0267 2.9091
Si 1.9341 1.404 2.929
Si 5.8098 1.3705 2.841
Si 9.6599 1.3882 2.925
Si 11.5633 5.5051 2.8722
Si 3.8774 5.5 2.9122
Si 7.7368 5.5152 2.9279
Si 1.9128 6.8241 2.857
Si 5.8093 6.8631 2.892
Si 9.6588 6.9023 2.9724
Si 1.9138 2.8367 4.8228
Si 5.8335 2.7342 4.749
Si 9.5972 2.7991 4.8359
Si 11.5412 4.1345 4.7821
Si 3.9158 4.1068 4.8279
Si 7.716 4.2088 4.8945
Si 1.8868 8.1506 4.7958
Si 5.8077 8.26 4.7934
Si 9.6609 8.3266 4.9068
Si 11.6326 9.6566 4.8809
Si 3.8185 9.488 4.7938
Si 7.7196 9.6777 4.8915
Si 11.5999 0.2293 6.7711
Si 3.7572 -0.0507 6.6606
Si 7.7061 0.0594 6.9063
Si 2.0501 1.5039 6.7535
Si 5.7105 1.2862 6.6211
Si 9.6461 1.515 6.8275
Si 11.5237 5.4986 6.6981
Si 3.9773 5.4389 6.798
Si 7.7355 5.6767 6.8381
Si 1.97 6.6515 6.6493
Si 5.8095 6.9818 6.7574
Si 9.7539 7.0418 6.9045
O 9.9968 7.9744 8.3018
O 7.6469 9.9485 8.2301
O 7.414 4.759 8.1991
O 3.3982 10.3634 8.2277
O 2.0008 7.5951 8.0119
O 4.003 4.5851 8.2528
O 9.7765 2.4429 8.2221
O 2.6091 2.3405 8.1194
O 11.3831 4.5751 8.0757
O 5.3649 2.3671 7.8332
O 5.8081 7.9838 8.1054
O 11.3463 10.3047 8.1605
O 11.3122 10.0601 21.8002
O 3.2273 10.7152 21.5389
O 5.814 7.7454 22.1303
O 4.2113 4.4551 21.9466
O 7.6908 9.6892 22.1795
O 10.3105 7.6573 22.1741
O 1.6249 2.414 22.1075
O 5.9326 2.436 21.8778
O 8.4383 4.6955 22.2184
O -0.0707 4.4589 22.0382
O 2.3498 7.3819 21.9432
O 9.1094 1.8828 21.8759
Si 1.9024 7.7999 9.5946
Si 5.0473 0.5572 17.7045
Si 2.5115 5.4227 13.9788
Si 10.5476 3.8653 14.0507
Si 8.2624 2.4101 15.2673
Si 9.5414 2.2447 20.356
Si 10.5124 3.6376 9.0707
Si 0.0328 2.3211 11.5673
P 11.0031 8.0984 15.3263
Si 5.1674 6.9407 13.9756
Si 5.7333 2.6245 11.1192
Si 8.5995 7.6697 19.4072
Si 8.1086 4.8376 20.6371
Si 5.9038 9.5849 15.199
Si 2.1334 7.6286 20.3581
Si 1.942 4.9037 18.79
Si 4.49 3.4411 18.0123
Si 8.4796 8.8944 16.8133
Si 0.7888 9.4847 13.2366
Si 9.8764 10.6566 11.7031
Si 5.3399 3.7085 21.0217
Si 0.6244 5.5287 16.227
Si 10.7831 9.1502 9.14
Si 6.5779 8.9008 21.2772
Si 7.1409 7.1348 11.4969
Si 2.6704 0.7342 12.2414
Si 10.9108 8.6623 21.0479
Si 6.0245 4.3359 15.6368
Si 7.0722 0.5034 12.978
Si 4.0545 2.9775 8.5907
Si 0.8901 6.7199 11.8672
Si 6.5698 9.0512 9.0847
Si 0.6581 3.2912 21.1479
Si 9.7861 6.4848 12.844
Si 7.7345 4.5381 9.7744
Si 3.9815 10.075 20.2312
Si 4.2573 3.0222 13.5486
Si 3.8566 10.0121 9.7551
Si 8.085 0.7827 18.0345
O 11.4788 3.2594 12.8849
O 9.3582 4.4484 9.9144
O 8.798 3.6013 19.8562
O 4.0311 -0.0579 18.8181
O 11.3168 4.5934 15.2911
O 9.845 9.8091 10.3109
O 3.7517 1.5116 13.1857
O 0.5394 9.0248 14.8502
O 6.5027 0.874 18.3981
O 4.7399 3.184 19.604
O 6.2286 1.1929 11.7595
O 0.521 8.6197 9.9091
O 5.6247 4.3394 17.2275
O 8.4621 7.274 12.4473
O 4.3924 2.6261 10.1594
O 2.0793 5.725 15.5325
O 3.3589 0.0483 10.9513
O 5.9123 7.2497 12.5553
O 2.3662 6.3387 19.3998
O 0.6657 5.0633 17.7626
O 8.3907 10.6934 12.3623
O 5.4763 10.0508 9.757
O 0.6027 8.1478 20.1965
O 9.7704 2.6277 14.7243
O 1.9514 10.5882 13.2494
O 9.9434 8.98 15.9884
O 6.1483 10.3632 13.7878
O 7.4776 1.6075 14.1006
O 1.6019 3.9156 20.0022
O 5.8846 5.7958 14.9094
O 7.3359 8.9192 15.6845
O 1.5093 1.6842 11.6545
O 7.2375 8.2892 10.3623
O 4.3773 1.9805 17.2839
O 7.0235 3.1786 10.3053
O 11.5362 7.0752 16.343
O 8.4509 10.1718 17.7547
O 3.2458 8.5427 10.1174
O 7.5792 3.8689 15.5071
O 3.1038 4.2681 17.8618
O 2.8948 3.8783 13.7345
O 1.318 8.1712 12.4819
O 1.2137 5.6568 13.0377
O 4.9628 8.3021 14.8581
O 11.1619 2.384 20.3512
O 10.9112 9.9407 12.7636
O 5.2559 3.574 12.372
O 5.0892 3.1922 14.9294
O 6.4795 4.799 20.5599
O 8.3718 1.6092 16.6692
O 10.4191 1.234 11.4918
O 10.8761 6.6029 11.6517
O 3.2534 8.6812 19.851
O 1.7239 6.4356 10.5013
O 7.1808 8.2453 19.9256
O 8.5448 7.5789 17.7575
O 3.6845 6.436 13.5553
O 9.5356 4.9807 13.3834
O 5.5154 9.991 20.7525
O 10.399 7.3404 14.1497
O 8.767 6.1642 19.9727
O 7.1437 5.7111 10.7297
O 5.2675 10.5221 16.3858
O 9.0589 1.1406 19.2709
O 11.589 3.1429 10.1774
O 9.7641 8.7052 19.8824

Results
free energy: -144754.899 eV
free energy less fixed offsets of O -568.88, P -755.39, Si -635.61 eV per atom: -1.249 eV

Forces (eV/angstrom), in the order of the atoms: element, x, y, z
Si 0.0114 0.0057 0.0414
Si 0.0246 0.0173 0.0921
Si 0.0109 0.0205 0.0101
Si -0.004 -0.0253 0.0296
Si -0.0175 -0.038 0.0392
Si 0.0038 -0.03 0.0778
Si -0.0103 0.0317 0.0325
Si -0.0124 0.0286 0.0479
Si -0.018 0.0237 0.039
Si -0.0024 -0.0293 0.0668
Si 0.019 -0.0259 -0.0053
Si 0.0144 -0.0331 0.0239
Si 0.0038 0.01 -0.0158
Si 0.0082 -0.003 -0.0224
Si 0.0057 -0.0138 -0.0208
Si 0.0047 0.008 -0.0023
Si -0.0077 0.0039 0
Si 0.0091 0.0101 0.0177
Si -0.0046 0.0123 -0.0104
Si -0.0028 -0.0033 0.013
Si -0.0155 -0.0074 0.0119
Si -0.0098 0.008 -0.0305
Si 0.011 0.0018 -0.0271
Si 0.0068 -0.0009 -0.018
Si -0.0078 0.0064 0.0084
Si 0.0002 0.0208 -0.0136
Si 0.0049 -0.0097 0.0181
Si -0.0016 -0.0033 0.0141
Si -0.0027 -0.0159 -0.0102
Si 0.0091 -0.0093 -0.016
Si -0.008 0.0104 0.0076
Si 0.0093 0.0123 0.0143
Si 0.0015 -0.0001 0.0073
Si -0.0013 -0.0252 -0.0142
Si 0.0066 -0.0108 0.0084
Si -0.0141 0.005 0.0159
Si -0.046 0.0105 -0.0034
Si 0.0052 0.0207 0.0269
Si -0.0166 0.0031 0.0412
Si 0.0139 -0.0245 -0.0208
Si 0.0283 0.0092 -0.0062
Si 0.018 -0.0056 -0.0397
Si 0 0.0096 0.0092
Si 0.0427 0.0076 -0.0516
Si 0.0163 -0.0188 -0.0434
Si -0.0062 0.0061 0.0405
Si -0.0247 0.0133 0.0817
Si -0.0238 -0.0018 -0.026
Si -0.004 -0.0185 -0.01
Si -0.0017 -0.0429 -0.0222
Si 0.0069 0.0116 0.0033
Si 0.0056 -0.0062 0.0382
Si -0.0126 -0.0097 -0.0163
Si 0.0055 0.0221 -0.0267
Si 0.0007 0.0052 -0.0093
Si -0.0028 -0.0186 0.0192
Si 0.0063 -0.0067 -0.0064
Si 0.0053 0.018 -0.0138
Si 0.0003 -0.0181 0.022
Si -0.0036 0.0103 0.0242
Si -0.0132 0.0136 -0.0201
Si 0.0231 0.0135 0.0264
Si -0.0145 -0.0062 -0.0273
Si 0.0319 -0.01 0.0239
Si -0.003 0.0037 -0.0091
Si -0.0251 -0.0211 -0.0158
Si -0.0003 0.0055 0.0177
Si -0.0196 0.0143 0.0253
Si 0.0233 -0.0005 -0.0171
Si 0.0216 -0.0107 -0.0332
Si -0.0059 0.0113 -0.0353
Si -0.0195 0.0041 -0.0123
Si -0.0014 0.0086 0.0127
Si 0.0105 0.0055 0.0028
Si -0.0041 0.0089 -0.0027
Si 0.0057 -0.0042 -0.0039
Si -0.0061 0.008 -0.0178
Si -0.0035 -0.0065 -0.0065
Si 0.0151 0.0078 -0.0074
Si -0.0096 0.0152 -0.0037
Si 0.0023 0.021 0.0117
Si 0.0005 -0.0012 -0.0165
Si -0.002 -0.0046 -0.0062
Si -0.0003 -0.0195 0.0007
Si 0.0036 -0.0112 0.015
Si -0.0015 -0.0022 -0.0066
Si 0.0111 -0.004 0.0245
Si -0.0057 0.0073 0.0046
Si -0.0058 0.0165 0.003
Si -0.0002 0.001 0.0164
Si 0.0093 0.003 0.0056
Si -0.0004 0.0042 0.0178
Si 0.0022 0.0049 0.0191
Si -0.0005 -0.012 0.0255
Si -0.0108 -0.0066 0.0098
Si 0.0062 0.0013 0.0042
Si 0.0214 0.0148 -0.0429
Si 0.0306 0.0294 -0.0599
Si 0.0165 0.0481 -0.0515
Si -0.0572 -0.0158 -0.0482
Si 0.0097 -0.0409 -0.0261
Si -0.0311 -0.0381 -0.0551
Si 0.0205 0.0227 -0.0445
Si 0.0087 0.0275 -0.0397
Si 0.0317 0.0299 -0.0364
Si -0.019 -0.0285 -0.084
Si -0.0239 -0.0269 -0.0545
Si -0.0144 -0.019 -0.0336
O 0.0391 0.0453 0.1153
O -0.0422 -0.0442 0.1134
O 0.0003 -0.0152 0.168
O 0.0007 -0.0347 0.1793
O -0.0084 0.0383 0.1544
O -0.0048 -0.0244 0.1065
O 0.0241 0.0608 0.1349
O 0.0445 0.0266 0.097
O -0.0237 -0.0363 0.1251
O -0.0322 0.0293 0.0819
O 0.0117 0.0403 0.1053
O 0.0066 -0.0507 0.1177
O -0.0111 -0.0222 -0.0908
O -0.0029 -0.0392 -0.1658
O 0.0198 0.03 -0.0659
O 0.0307 -0.0334 -0.106
O -0.0316 -0.0279 -0.0528
O 0.0088 0.0446 -0.0941
O -0.0143 0.0271 -0.0829
O -0.0054 0.0565 -0.1119
O -0.0041 -0.01 -0.1089
O 0.0215 -0.0411 -0.0949
O 0.0071 0.0239 -0.1337
O 0.0104 0.041 -0.1604
Si 0.0178 -0.0032 -0.2853
Si 0.0092 -0.0016 0.1727
Si -0.0794 0.0114 0.0467
Si 0.0211 0.076 -0.0087
Si 0.0268 -0.0137 0.0688
Si 0.0079 0.0209 0.2634
Si -0.0277 0.0049 -0.2711
Si -0.0376 0.0112 -0.1507
P -0.1185 -0.0818 0.2043
Si -0.0218 -0.0215 -0.0466
Si -0.017 0.0472 -0.2128
Si -0.0558 -0.0288 0.2044
Si -0.0078 0.0111 0.1981
Si 0.0377 0.0036 0.0937
Si -0.0407 -0.0055 0.2264
Si -0.0113 -0.0002 0.1803
Si -0.0404 0.0288 0.2217
Si 0.094 -0.0531 0.036
Si -0.0898 -0.0384 -0.0567
Si 0.0034 -0.0474 -0.1478
Si 0.0113 0.0069 0.2561
Si -0.0057 0.0878 0.0342
Si -0.0368 -0.0037 -0.3165
Si 0.0168 -0.0181 0.1946
Si 0.0335 0.032 -0.1848
Si -0.0158 -0.0475 -0.1018
Si 0.001 0.0105 0.2342
Si -0.0021 0.0143 0.0763
Si -0.0172 0.0172 -0.1043
Si -0.0193 0.0167 -0.2276
Si 0.025 -0.0396 -0.1302
Si 0.041 0.0158 -0.2446
Si 0.0032 0.0081 0.2244
Si -0.0098 0.029 -0.0211
Si 0.0257 -0.0043 -0.2447
Si 0.0251 -0.0142 0.2852
Si -0.003 0.0223 -0.0575
Si 0.0304 -0.0211 -0.2572
Si 0.0333 -0.0291 0.1621
O -0.0204 -0.0047 0.0725
O -0.0214 -0.0112 0.082
O 0.0122 -0.0105 -0.0831
O 0.003 0.0567 -0.1568
O 0.0374 -0.0267 0.0124
O -0.0171 0.0443 0.1377
O 0.011 0.0071 0.0386
O 0.192 0.0803 0.0393
O -0.0096 -0.0104 -0.0548
O -0.0352 -0.017 -0.1759
O 0.0166 -0.0313 0.0653
O 0.0306 -0.0128 0.112
O 0.0366 0.0213 -0.0877
O 0.0327 -0.0407 0.0308
O 0.051 -0.0047 0.1426
O -0.0131 -0.028 -0.0263
O -0.038 0.0455 0.1387
O -0.0429 -0.0042 0.0753
O 0.0061 -0.018 -0.091
O -0.0487 0.022 -0.0679
O -0.0279 0.0226 0.0432
O -0.0303 0.0095 0.0908
O 0.0359 -0.0218 -0.0926
O -0.0065 -0.0277 -0.018
O -0.0313 -0.0099 0.0266
O 0.002 0.0958 0.0034
O -0.0053 -0.0105 0.0118
O 0.014 0.0064 0.0301
O 0.0414 0.0445 -0.13
O 0.0059 0.0081 0.0021
O -0.0184 0.0391 0.0167
O 0.0126 -0.0189 0.0368
O -0.0084 -0.0533 0.1188
O -0.0047 -0.0309 -0.0786
O -0.0354 -0.0299 0.0892
O 0.062 -0.0399 0.0849
O 0.0176 -0.0498 -0.1206
O -0.0043 0.0082 0.0753
O -0.0148 -0.0005 -0.0139
O 0.0411 -0.0418 -0.0643
O 0.0208 0.0246 0.0209
O -0.0003 0.063 0.0464
O 0.023 -0.003 0.0012
O -0.023 0.0064 -0.0143
O -0.0198 -0.0155 -0.0923
O 0.1314 0.0158 0.0153
O -0.0144 -0.0065 0.0722
O 0.0024 -0.0151 0.0025
O -0.0027 -0.0106 -0.0804
O -0.0074 0.062 -0.0925
O 0.0142 -0.0089 0.0579
O -0.0488 -0.0155 0.0662
O -0.0016 0.0067 -0.0993
O -0.028 0.0137 0.0865
O 0.033 -0.0047 -0.0794
O -0.0306 0.0122 -0.1103
O 0.0218 -0.0191 0.0023
O 0.0385 0.0205 -0.0336
O -0.0513 0.0076 -0.0926
O -0.1762 -0.1051 -0.2474
O 0.014 0.0396 -0.0923
O -0.0065 0.0375 0.0914
O -0.0178 -0.0397 -0.0729
O -0.0433 -0.0374 -0.1269
O 0.0433 -0.0437 0.1264
O 0.001 -0.0136 -0.0955

The program warned: the cutoff lies below the one the program advises for these potential files; the exchange-correlation potential is rough where the density is thin.
